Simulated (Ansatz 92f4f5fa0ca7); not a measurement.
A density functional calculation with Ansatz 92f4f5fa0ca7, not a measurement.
Periodic cell of 221 atoms, Si132O88H1, from a study of silicon, its oxide and their interface. The atomic structure is a simulated model.
Doubt: the cutoff is far below the 930 eV that the study's wrapper takes by default for these files, so forces and energies are approximate.

Settings: functional PBE; potential files Ansatz PAW; basis plane waves; wave-function cutoff 580 eV; density cutoff ratio 5; exchange-correlation grid ratio 1; k mesh 1 x 1 x 1, Gamma-centred; self-consistency stop 5e-08 eV per atom in the density residual; occupations fixed; spin none; net charge +1 e, with a uniform compensating background and no finite-size correction.

Cell vectors (angstrom)
a, 10.938, 0, 0
b, 0, 10.938, 0
c, 0, 0, 32.2149

Atoms: element, x, y, z (angstrom)
Si, -0.2321, 0.2378, 24.668
Si, 5.716, -0.341, 24.7283
Si, 2.511, 2.816, 24.7395
Si, 8.4623, 2.4755, 24.6726
Si, 0.1952, 4.97, 24.6172
Si, 5.2313, 5.8041, 25.0153
Si, 2.9662, 7.9152, 24.7679
Si, 7.9624, 8.3893, 24.7604
Si, 1.3177, 1.3303, 26.0861
Si, 6.8494, 1.3181, 25.9906
Si, 4.0705, 4.0482, 26.0564
Si, 9.5633, 4.0179, 26.0783
Si, 1.2907, 6.7291, 25.924
Si, 6.8335, 6.9312, 26.2369
Si, 4.0963, 9.5235, 26.078
Si, 9.565, 9.5809, 26.0113
Si, 2.7349, -0.0123, 27.4173
Si, 8.2143, -0.0032, 27.423
Si, 0.0033, 2.7154, 27.4735
Si, 5.4906, 2.7099, 27.3928
Si, 2.699, 5.4485, 27.4056
Si, 8.2209, 5.4552, 27.4335
Si, 0.0062, 8.1778, 27.3576
Si, 5.4446, 8.256, 27.5289
Si, 4.1018, 1.3673, 28.7966
Si, 9.5708, 1.3673, 28.7966
Si, 1.3673, 4.1018, 28.7966
Si, 6.8362, 4.1018, 28.7966
Si, 4.1018, 6.8362, 28.7966
Si, 9.5708, 6.8362, 28.7966
Si, 1.3673, 9.5708, 28.7966
Si, 6.8362, 9.5708, 28.7966
Si, 0, 0, 30.1639
Si, 5.469, 0, 30.1639
Si, 2.7345, 2.7345, 30.1639
Si, 8.2035, 2.7345, 30.1639
Si, 0, 5.469, 30.1639
Si, 5.469, 5.469, 30.1639
Si, 2.7345, 8.2035, 30.1639
Si, 8.2035, 8.2035, 30.1639
Si, 1.3673, 1.3673, 31.5311
Si, 6.8362, 1.3673, 31.5311
Si, 4.1018, 4.1018, 31.5311
Si, 9.5708, 4.1018, 31.5311
Si, 1.3673, 6.8362, 31.5311
Si, 6.8362, 6.8362, 31.5311
Si, 4.1018, 9.5708, 31.5311
Si, 9.5708, 9.5708, 31.5311
Si, 2.7345, 0, 0.6835
Si, 8.2035, 0, 0.6835
Si, 0, 2.7345, 0.6835
Si, 5.469, 2.7345, 0.6835
Si, 2.7345, 5.469, 0.6835
Si, 8.2035, 5.469, 0.6835
Si, 0, 8.2035, 0.6835
Si, 5.469, 8.2035, 0.6835
Si, 4.1018, 1.3673, 2.0507
Si, 9.5708, 1.3673, 2.0507
Si, 1.3673, 4.1018, 2.0507
Si, 6.8362, 4.1018, 2.0507
Si, 4.1018, 6.8362, 2.0507
Si, 9.5708, 6.8362, 2.0507
Si, 1.3673, 9.5708, 2.0507
Si, 6.8362, 9.5708, 2.0507
Si, 0, 0, 3.418
Si, 5.469, 0, 3.418
Si, 2.7345, 2.7345, 3.418
Si, 8.2035, 2.7345, 3.418
Si, 0, 5.469, 3.418
Si, 5.469, 5.469, 3.418
Si, 2.7345, 8.2035, 3.418
Si, 8.2035, 8.2035, 3.418
Si, 1.3579, 1.37, 4.8263
Si, 6.8312, 1.3678, 4.8571
Si, 4.1929, 4.0007, 4.6845
Si, 9.5284, 4.114, 4.8038
Si, 1.328, 6.9091, 4.7449
Si, 6.8707, 6.8281, 4.7379
Si, 4.067, 9.6194, 4.8374
Si, 9.57, 9.5859, 4.7946
Si, 2.7204, 0.0474, 6.3355
Si, 8.2301, 0.0093, 6.2258
Si, -0.0708, 2.7364, 6.1662
Si, 5.4397, 2.7175, 6.2749
Si, 2.8532, 5.5012, 5.7854
Si, 8.2072, 5.5192, 6.2016
Si, 0.0191, 8.2769, 6.2197
Si, 5.5342, 8.23, 6.0506
Si, 3.656, 1.8319, 7.6648
Si, 9.8318, 1.0944, 7.6038
Si, 1.5354, 4.1695, 7.0817
Si, 6.593, 4.3625, 7.494
Si, 4.4064, 6.5401, 7.1683
Si, 9.2915, 7.2117, 7.491
Si, 1.1613, 9.7952, 7.6799
Si, 7.0062, 9.3631, 7.4797
O, 1.4516, 3.9702, 24.2298
O, 6.8336, 9.4828, 24.2113
O, 2.5286, 3.0133, 7.6764
O, 8.1257, 8.2649, 7.99
O, 5.4389, 5.4794, 7.9415
O, 0.0239, -0.0066, 8.1595
O, 4.128, 6.8218, 24.296
O, 9.5964, 1.3715, 24.1418
O, 1.8182, 9.1219, 9.0848
O, 1.094, 5.2769, 8.2492
O, 9.0628, 1.7015, 8.9738
O, 6.26, 9.906, 8.8765
O, 3.737, 1.6925, 9.3565
O, 3.4743, 7.2739, 8.2756
O, 7.2096, 3.6855, 8.8998
O, 9.9367, 6.7774, 8.9691
O, 2.98, 1.9736, 23.3726
O, 5.0455, 0.264, 23.3379
O, 7.8956, 3.257, 23.2967
O, 10.3394, 5.0514, 23.1636
O, 8.6695, 7.615, 23.4756
O, 2.4004, 8.6419, 23.4001
O, 6.3184, 5.2828, 23.9004
O, 0.5044, 10.5671, 23.3052
Si, 2.9659, 8.0462, 9.5743
Si, 9.9554, 0.2343, 13.0868
Si, 14.7464, 5.6496, 13.331
Si, 4.4515, 1.6551, 22.7417
Si, 8.5771, 2.343, 20.2407
Si, 10.1904, 4.9458, 21.5426
Si, 1.2108, 9.3158, 22.5267
Si, 13.1043, 4.5841, 20.1899
Si, 1.9647, 5.3763, 11.01
Si, -2.0211, 10.1357, 20.1375
Si, 4.4644, 6.6422, 15.9939
Si, 7.4424, 9.41, 12.7237
Si, 5.6554, 9.5838, 10.3405
Si, 5.4091, 2.9701, 12.6691
Si, 3.1025, 12.5422, 15.9806
Si, 2.6658, 9.3766, 19.7725
Si, 5.302, 3.835, 15.4863
Si, 3.3101, 2.6392, 10.6187
Si, 4.9449, 11.0032, 12.723
Si, 6.4921, 4.0149, 22.928
Si, 13.1163, 0.7241, 13.0128
Si, 8.6815, 3.2248, 9.4326
Si, 9.606, 14.0166, 17.4238
Si, 12.2414, 2.4597, 18.3702
Si, 8.2274, 4.54, 15.1894
Si, 4.6695, -0.0822, 18.002
Si, 5.0094, 4.825, 20.4179
Si, 7.277, 7.6083, 15.2646
Si, 14.5561, 6.7083, 18.8751
Si, 9.4288, 7.7938, 22.0401
Si, 18.2852, 9.714, 17.4336
Si, 10.7477, 5.4049, 9.2404
Si, 5.5233, 13.0206, 19.9367
Si, 0.3964, -0.5681, 18.4179
Si, 9.5579, 11.2216, 16.1571
Si, 8.6096, 3.1049, 12.5652
O, 6.9876, 13.9142, 12.6328
O, 6.9963, -8.7178, 20.6328
O, 11.715, 0.9778, 18.779
O, 4.7971, 4.1948, 13.8016
O, 2.1042, 2.4125, 16.9561
O, 9.7772, 10.7765, 14.6339
O, 5.5174, 1.1862, 18.5765
O, 3.3842, 10.5071, 12.9492
O, 2.5285, 4.0285, 10.2632
O, 0.3396, 5.3351, 10.7997
O, 5.1033, 3.5577, 19.3911
O, 9.4051, 3.5779, 20.9725
O, 15.7364, 6.3965, 12.3052
O, 1.6951, 9.4169, 18.4507
O, 0.0756, 8.1799, 22.2176
O, 13.3829, 5.5695, 18.8897
O, 16.6627, -1.1505, 17.3701
O, 10.6263, 10.3044, 16.9637
O, 4.5002, 1.5643, 21.1061
O, 2.463, 5.1794, 12.5881
O, 6.258, 4.7225, 21.4539
O, 8.6505, 9.0643, 21.3303
O, 8.0187, 10.9556, 16.6117
O, 3.1931, 7.8609, 19.9243
O, 15.9889, 6.1421, 19.446
O, 4.9378, 12.5236, 13.3346
O, 8.852, 10.1836, 12.3354
O, 8.9692, 4.1544, 13.7762
O, 6.2077, 10.2603, 13.4552
O, 7.7526, 8.263, 13.8436
O, 7.8026, 8.3486, 16.6206
O, 4.2469, 8.7701, 10.2955
O, 4.7084, 3.2566, 11.2723
O, 5.3185, 10.9976, 11.1302
O, 4.4309, 13.4997, 15.8366
O, 3.9194, 10.3086, 19.3298
O, 6.8828, 3.5704, 15.3494
O, 13.0823, 3.0464, 19.6212
O, 0.6441, 11.0905, 12.758
O, -1.5394, 6.3646, 21.1872
O, 5.6352, 7.5532, 15.3326
O, 5.0212, 5.1411, 16.3728
O, 3.7936, 7.2545, 17.3256
O, 0.073, 3.4978, 18.1124
O, 11.7041, 4.9484, 20.9082
O, 7.8127, 6.0904, 15.1692
O, 5.335, 2.9273, 23.2317
O, 12.8668, 9.8556, 21.1399
O, 9.064, 11.729, 20.5443
O, 2.491, 1.8094, 11.8
O, 2.33, 1.3486, 14.549
O, 9.1027, 4.3376, 16.5302
O, 3.6479, 0.2754, 16.7561
O, 9.4504, 12.6922, 12.8282
O, 10.3592, -1.206, 19.528
O, 7.7832, 9.8224, 18.993
O, 14.4476, 15.6956, 21.1425
O, 6.7578, -2.1237, 11.3397
O, 14.3648, 6.3478, 14.7416
O, 2.4227, 6.8855, 10.5982
O, 9.8104, 4.1718, 8.7672
O, 8.8621, 3.5267, 11.0308
O, 9.8471, 1.8678, 16.3514
O, 8.5932, 2.6336, 18.6146
H, 16.4491, 7.0064, 12.5506

Results
free energy: -133980.450 eV
free energy less fixed offsets of H -15.97, O -568.88, Si -635.61 eV per atom: -2.520 eV

Forces (eV/angstrom), in the order of the atoms: element, x, y, z
Si, -0.0009, 0.0009, -0.0025
Si, 0.0008, -0.0017, -0.0001
Si, -0.0003, 0.0007, -0.0022
Si, -0.0006, -0.0018, -0.0017
Si, -0.0003, 0, -0.0016
Si, -0.0023, 0.0008, 0.0002
Si, 0.0023, -0.0015, 0.0003
Si, -0.0006, 0.0013, -0.0012
Si, 0.0007, -0.0013, 0.0002
Si, 0.0008, 0.0011, -0.0005
Si, 0.0002, 0.0008, -0.0005
Si, 0.0007, 0.0004, 0.0005
Si, -0.0003, -0.0001, -0.0001
Si, -0.0006, 0.0009, -0.0001
Si, 0.0002, -0.0005, 0.0006
Si, 0, -0.0006, -0.0002
Si, 0.0004, -0.0004, -0.0008
Si, -0.0006, 0.0003, 0.0008
Si, -0.001, 0.0007, 0.0013
Si, 0, -0.0006, -0.0005
Si, 0.0013, 0.0003, 0.0004
Si, 0.0004, -0.0003, -0.0001
Si, 0.0004, -0.0002, -0.0009
Si, -0.0006, 0.0004, -0.0011
Si, 0.087, -0.0292, -0.1917
Si, -0.1063, -0.1244, 0.2384
Si, -0.0185, 0.0464, 0.2131
Si, 0.0243, -0.1514, -0.1406
Si, -0.3436, -0.1849, 0.0864
Si, 0.1954, 0.0224, -0.1758
Si, -0.0208, -0.2644, -0.2941
Si, 0.1787, 0.4669, 0.4761
Si, -0.1115, -0.002, -0.0211
Si, 0.1308, 0.0122, 0.0439
Si, -0.0362, 0.0897, -0.0402
Si, 0.0022, -0.0489, 0.0205
Si, 0.056, -0.0272, 0.0017
Si, -0.0917, -0.0224, -0.0464
Si, -0.0181, -0.1031, 0.0047
Si, -0.0473, 0.0521, -0.0366
Si, 0.0802, -0.0286, -0.0202
Si, -0.0804, 0.054, -0.0019
Si, 0.0398, -0.0563, -0.0047
Si, -0.0119, 0.0676, -0.0369
Si, -0.0221, 0.0362, -0.0192
Si, 0.0277, -0.0248, -0.0159
Si, -0.0385, 0.0036, -0.0357
Si, 0.0461, -0.0574, -0.0009
Si, 0.0163, -0.0276, 0.0092
Si, -0.0356, 0.0301, 0.005
Si, -0.0506, 0.0359, 0.0049
Si, 0.0295, 0.0364, 0.041
Si, -0.0298, 0.0317, 0.0043
Si, 0.0231, -0.0782, 0.0155
Si, 0.0269, -0.0447, 0.0326
Si, -0.0107, 0.0189, 0.0163
Si, -0.1061, -0.0082, -0.0501
Si, 0.0611, -0.0204, 0.0693
Si, 0.0608, -0.0014, 0.0699
Si, -0.0097, 0.0888, -0.0821
Si, 0.0169, -0.0534, 0.0863
Si, -0.0186, 0.0502, -0.05
Si, 0.0748, 0.0456, -0.0461
Si, 0.0404, -0.0465, 0.0608
Si, 0.0998, 0.0418, 0.0814
Si, -0.0752, 0.1283, 0.3992
Si, -0.1111, -0.5286, -0.2597
Si, -0.3465, 0.0739, 0.223
Si, -0.2294, 0.0185, 0.1187
Si, 0.4397, -0.1525, -0.4625
Si, -0.096, 0.5896, -0.0576
Si, 0.3053, 0.0433, -0.2241
Si, 0.0011, -0.001, -0.0041
Si, 0.0017, -0.0001, -0.0011
Si, 0.0027, 0.0033, -0.0022
Si, 0.0001, -0.003, 0.0018
Si, -0.0016, -0.002, -0.0012
Si, -0.001, -0.0016, 0.0039
Si, 0.0012, -0.0001, 0.0012
Si, 0.0012, -0.0002, -0.0028
Si, 0.0012, 0.0011, -0.0026
Si, -0.0022, 0.0004, 0.0027
Si, -0.0003, 0.007, 0.003
Si, -0.0004, 0.0008, 0.0015
Si, 0.0029, -0.0001, 0.0043
Si, -0.0011, 0.0019, -0.0019
Si, -0.0005, 0.0006, 0
Si, 0.0018, -0.0004, -0.0021
Si, -0.0007, -0.0033, 0.0049
Si, 0.0017, 0.0009, 0.003
Si, -0.0048, -0.004, -0.0014
Si, -0.0019, 0.0028, 0.0007
Si, 0.0047, -0.0041, -0.0033
Si, -0.0023, -0.0003, 0.0004
Si, 0.0002, 0.0018, 0.0096
Si, 0.0002, -0.0008, -0.0003
O, 0, -0.0001, 0.0014
O, 0.0003, -0.0007, 0.0004
O, 0.0041, 0.0046, -0.0011
O, 0.0018, 0.0021, 0.0003
O, -0.0021, -0.0023, -0.0009
O, -0.0001, -0.0045, -0.0038
O, 0.0001, 0.0002, 0.0007
O, 0.0001, 0.0006, 0.0017
O, -0.0024, 0.0025, -0.0028
O, 0.0011, -0.0007, 0.001
O, 0, -0.0007, -0.0011
O, 0.0014, -0.0001, -0.0019
O, 0.0011, 0.001, -0.0006
O, -0.001, 0.0001, -0.0049
O, 0.0005, -0.0007, -0.0004
O, -0.0004, 0.0007, -0.0004
O, -0.0001, 0.0001, 0.0006
O, -0.0001, 0.0003, 0.0001
O, 0.0005, -0.0004, 0.0012
O, 0.0007, -0.0001, 0.002
O, -0.0011, 0.0002, 0.0017
O, -0.0003, 0.0001, 0
O, -0.0004, 0.0009, 0.0012
O, -0.0006, 0.0007, 0.0015
Si, -0.0011, 0.0022, 0.0027
Si, -0.0001, -0.0015, -0.0007
Si, -0.0066, 0.0031, -0.0034
Si, 0.0002, 0.0002, 0.0004
Si, 0.0006, 0, 0.0018
Si, 0.0006, 0.0001, -0.0013
Si, -0.0003, -0.0003, 0.0016
Si, -0.0001, 0.0005, 0.0019
Si, -0.0014, 0.0007, -0.0034
Si, 0, -0.0003, 0.0021
Si, -0.0011, 0.0053, 0.0051
Si, 0.0021, 0.0002, 0.0002
Si, -0.0016, 0.0004, -0.0012
Si, -0.008, -0.0019, -0.0023
Si, -0.0042, -0.0032, 0.002
Si, -0.0008, -0.0003, -0.0001
Si, -0.0034, 0.0006, 0.0036
Si, -0.0061, -0.0027, -0.0043
Si, 0.0011, -0.0041, -0.0022
Si, -0.0002, -0.001, -0.0008
Si, -0.0017, -0.0018, -0.0018
Si, 0.0004, 0.0013, -0.0014
Si, -0.0004, -0.0011, 0.0024
Si, 0.0013, -0.0007, 0.0022
Si, 0.0054, 0.0011, -0.0003
Si, 0.0008, 0.0005, 0.0022
Si, -0.0015, 0, 0.0008
Si, 0.0017, 0.0034, -0.0013
Si, -0.0003, -0.0009, 0.0035
Si, -0.0008, 0.0006, -0.0007
Si, 0.0006, 0.0014, 0.002
Si, 0.0002, -0.001, -0.0001
Si, 0.0001, 0.0005, 0.0005
Si, 0.0003, -0.0007, 0.0007
Si, 0.0001, -0.0014, 0.0002
Si, 0.0077, 0.0011, -0.0026
O, -0.0047, 0.0017, 0.002
O, -0.0003, 0, -0.0004
O, 0.0002, 0.0005, -0.0002
O, -0.0008, -0.0007, -0.0009
O, 0.0032, -0.0005, -0.0023
O, 0.0006, -0.0004, -0.0005
O, -0.0004, -0.0006, -0.0005
O, 0.0015, 0.0014, 0.0014
O, 0.0009, 0.0009, 0.0018
O, 0.0008, -0.0001, 0.0004
O, 0.0005, -0.0004, 0.0001
O, -0.0005, -0.0004, 0.0003
O, 0.0424, 0.0049, 0.0124
O, 0.0004, 0.0002, 0.0006
O, 0.0011, 0.0001, -0.0003
O, 0.0003, 0.0008, -0.0008
O, 0.0001, -0.0008, -0.0005
O, -0.0006, 0.0002, -0.0004
O, -0.0005, -0.0001, 0.001
O, 0.0036, -0.0022, 0.004
O, 0.0008, -0.0004, 0.0001
O, 0.0004, 0, -0.0001
O, -0.0003, 0.0003, -0.0001
O, 0.0001, -0.0002, -0.0006
O, -0.0004, 0.0003, -0.0008
O, 0.0007, 0.006, 0.0024
O, -0.0009, 0.0001, 0.0008
O, -0.0015, -0.0001, 0.0005
O, -0.0008, 0.0005, 0.0002
O, -0.0004, -0.0005, 0.0015
O, -0.0007, -0.0015, -0.0006
O, 0.0009, -0.0002, 0.0021
O, 0.0064, 0.0019, 0.0052
O, -0.0004, 0.0013, 0.0012
O, 0.0033, 0.0019, -0.0002
O, 0.0007, 0.0004, -0.0006
O, -0.0014, -0.0006, -0.0016
O, -0.0006, -0.0007, -0.0014
O, 0.001, 0.0007, 0.001
O, -0.0001, 0.0001, 0.0007
O, -0.0007, -0.0005, 0.0007
O, 0.0016, -0.0042, -0.004
O, 0.0013, -0.001, -0.0032
O, -0.0011, 0.001, -0.0001
O, 0.0006, 0.0001, -0.0005
O, -0.0009, -0.0017, 0.0009
O, 0.0002, 0.0002, 0
O, 0.0001, 0.0001, 0
O, 0, 0, -0.0004
O, 0.0017, 0.0012, 0.001
O, 0.0012, 0.0006, 0.0005
O, -0.0018, 0.0008, -0.0011
O, -0.0011, 0.0018, -0.002
O, -0.0004, 0.0002, 0.0003
O, 0.0004, 0.0005, -0.0003
O, -0.0009, -0.0004, -0.0023
O, 0.0004, -0.0002, -0.001
O, -0.0008, -0.0016, 0.0011
O, -0.0009, -0.0029, 0.0005
O, -0.0004, -0.0038, 0.004
O, -0.0002, -0.0003, -0.0006
O, -0.0011, -0.0003, 0.0021
O, 0, 0.001, -0.0001
O, 0.0006, 0.0008, -0.002
H, -0.0359, -0.0068, -0.0146

The program warned: the cutoff lies below the one the program advises for these potential files; the forces do not sum to zero within the program's tolerance; the exchange-correlation potential is rough where the density is thin.
